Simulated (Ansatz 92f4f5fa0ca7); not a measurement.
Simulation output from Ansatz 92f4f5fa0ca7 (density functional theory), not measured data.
Periodic cell of 272 atoms, Si165O105B2, from a study of silicon, its oxide and their interface. The atomic structure is a simulated model.
Doubt: the cutoff is far below the 930 eV that the study's wrapper takes by default for these files, so forces and energies are approximate.

Settings
functional: PBE
potential files: Ansatz PAW
basis: plane waves
wave-function cutoff: 580 eV
density cutoff ratio: 5
exchange-correlation grid ratio: 1
k mesh: 1 x 1 x 1, Gamma-centred
self-consistency stop: 5e-08 eV per atom in the density residual
occupations: fixed
spin: none
net charge: 0

Cell vectors (angstrom)
a 11.6015 0 0
b 0 13.3963 0
c 0 0 29.8085

Atoms: element, x, y, z (angstrom)
Si 11.5546 0.1731 22.9329
Si 3.913 0.1389 23.0335
Si 7.6795 0.1053 23.1516
Si 2.0544 3.4517 22.9044
Si 5.9013 3.6632 23.0326
Si 9.7687 3.5196 23.0666
Si 11.6613 6.8481 23.0411
Si 3.9611 7.0254 23.1622
Si 7.7903 6.8572 23.161
Si 2.0286 10.2252 23.2289
Si 5.8575 10.0878 23.2771
Si 9.8412 10.0822 23.1883
Si 11.7008 2.3731 23.7907
Si 3.9889 2.3893 23.7563
Si 7.7928 2.3944 23.7858
Si 2.0292 5.7062 23.6981
Si 5.8393 5.804 23.9738
Si 9.734 5.7278 23.8847
Si 11.7433 9.0168 23.9981
Si 3.903 9.1243 24.1584
Si 7.8499 9.0549 23.9664
Si 1.9177 12.4907 23.81
Si 5.7794 12.3616 23.9213
Si 9.6869 12.3831 23.798
Si 11.6437 2.2845 26.1931
Si 3.9117 2.3006 26.1715
Si 7.7584 2.303 26.1894
Si 1.9752 5.6196 26.1422
Si 5.8192 5.6588 26.3131
Si 9.7033 5.6353 26.2544
Si 11.6617 8.9685 26.3301
Si 3.8831 9.0075 26.4483
Si 7.7929 8.987 26.3103
Si 1.9254 12.3742 26.2083
Si 5.7991 12.323 26.28
Si 9.6858 12.3324 26.1973
Si 1.9719 1.1857 27.0223
Si 5.8264 1.1759 27.0206
Si 9.69 1.1687 27.0047
Si 11.6437 4.5068 27.0112
Si 3.882 4.5067 27.0297
Si 7.758 4.5123 27.0422
Si 1.9618 7.8107 27.0738
Si 5.846 7.8814 27.0853
Si 9.7128 7.8499 27.0696
Si 11.6157 11.2263 27.0379
Si 3.8482 11.2597 27.0747
Si 7.7587 11.2232 27.0482
Si 1.9336 1.1164 29.4135
Si 5.8008 1.1164 29.4135
Si 9.6679 1.1164 29.4135
Si 0 4.4654 29.4135
Si 3.8672 4.4654 29.4135
Si 7.7343 4.4654 29.4135
Si 1.9336 7.8145 29.4135
Si 5.8008 7.8145 29.4135
Si 9.6679 7.8145 29.4135
Si 0 11.1635 29.4135
Si 3.8672 11.1635 29.4135
Si 7.7343 11.1635 29.4135
Si 0 0 0.3944
Si 3.8672 0 0.3944
Si 7.7343 0 0.3944
Si 1.9336 3.3491 0.3944
Si 5.8008 3.3491 0.3944
Si 9.6679 3.3491 0.3944
Si 0 6.6981 0.3944
Si 3.8672 6.6981 0.3944
Si 7.7343 6.6981 0.3944
Si 1.9336 10.0472 0.3944
Si 5.8008 10.0472 0.3944
Si 9.6679 10.0472 0.3944
Si 11.5491 -0.0356 2.7434
Si 3.8426 -0.0598 2.8001
Si 7.664 -0.0803 2.7731
Si 1.927 3.2901 2.7416
Si 5.7557 3.294 2.7981
Si 9.5986 3.3266 2.7584
Si 11.5822 6.6544 2.7584
Si 3.8698 6.6373 2.7426
Si 7.7335 6.6634 2.7624
Si 1.9326 10.0083 2.7588
Si 5.8263 10.0529 2.778
Si 9.6749 9.9881 2.7537
Si 11.5502 2.2196 3.4365
Si 3.8174 2.1424 3.6234
Si 7.6804 2.1295 3.5522
Si 1.9122 5.517 3.4935
Si 5.808 5.5481 3.5657
Si 9.6522 5.5489 3.5893
Si 11.6112 8.886 3.565
Si 3.9058 8.8818 3.4513
Si 7.742 8.8877 3.5655
Si 1.865 12.2427 3.5494
Si 5.7498 12.2349 3.7453
Si 9.6182 12.2115 3.513
Si 11.4709 2.1919 5.7536
Si 3.732 2.0666 6.0309
Si 7.6114 2.004 5.9214
Si 1.8904 5.441 5.8369
Si 5.812 5.5155 5.9395
Si 9.632 5.4887 5.9767
Si 11.6411 8.8319 5.9438
Si 3.9403 8.8176 5.776
Si 7.7795 8.8295 5.9445
Si 1.7809 12.1838 5.9228
Si 5.7104 12.1592 6.2576
Si 9.5863 12.1379 5.8659
Si 1.6412 1.0126 6.7034
Si 5.6574 1.0393 6.9939
Si 9.6344 0.9643 6.5989
Si 11.5634 4.3547 6.7043
Si 3.8494 4.3474 6.5568
Si 7.7073 4.2259 6.5939
Si 2.0358 7.6718 6.517
Si 5.8518 7.7655 6.7705
Si 9.7319 7.7311 6.7559
Si 11.4494 11.0273 6.8022
Si 3.6515 10.9657 6.6682
Si 7.7451 11.009 6.8447
O 9.9578 7.8733 8.4184
O 9.9167 0.8295 8.2469
O 1.0485 0.9783 8.2874
O 3.0683 10.5896 8.1797
O 5.9051 7.8993 8.4455
O 5.5656 1.3281 8.6662
O 3.9092 4.2585 8.2019
O 7.7173 3.8108 8.2193
O -0.0773 4.3806 8.3797
O 11.1411 11.0172 8.4558
O 8.0873 10.7982 8.4849
O 2.3576 7.6026 8.1267
O 11.428 0.1901 21.2567
O 9.8318 3.622 21.4097
O 4.1569 7.5374 21.5758
O 6.0073 4.1287 21.418
O 5.7485 9.7626 21.6383
O 2.0417 3.4059 21.2192
O 7.4017 13.4071 21.5121
O 3.9783 0.1155 21.3699
O 7.7371 6.8222 21.4981
O 2.0887 10.1412 21.5787
O 11.5545 6.9569 21.3764
O 10.1631 9.6962 21.5869
Si 11.6804 6.4734 11.3309
Si 1.584 10.3143 16.2179
Si 0.2137 3.7497 9.8585
Si 8.0706 12.8381 20.1493
Si 2.8467 10.4745 9.7779
Si 2.5434 10.3713 20.0394
Si 10.3651 3.6769 19.8717
Si 0.2932 12.8037 17.1227
Si 10.8423 0.672 19.7974
Si 3.3213 7.7714 16.2568
Si 0.3341 6.4666 19.8711
Si 9.3304 2.3712 14.2581
Si 2.812 2.5901 10.9511
Si 5.1082 11.9186 15.3843
Si 4.9439 8.6803 20.6963
Si 3.5917 -0.3433 11.2745
Si 5.7496 8.844 14.826
Si -0.1473 11.3851 10.0258
Si 9.4346 9.9617 20.153
Si 3.3801 0.0423 19.8531
Si 7.5359 4.6942 9.5668
Si 2.3422 12.2974 14.1461
Si 6.1273 0.6156 10.0562
Si 2.7254 2.8994 19.8031
Si 5.7353 4.1671 13.6589
Si 7.33 0.2394 15.6114
Si 9.5708 11.6434 15.1718
Si 2.1052 6.5266 13.5816
Si 2.7122 3.4655 13.938
Si 11.6964 9.1374 18.3666
Si 11.259 0.929 9.1844
Si 9.2074 7.3511 9.7714
B 8.4549 9.4121 14.4105
Si 4.9281 7.0347 12.4356
Si 3.0056 5.6156 18.7472
Si 2.6097 7.4427 9.7061
Si 6.3615 8.4123 9.9345
Si 4.3836 4.7515 9.6546
Si 9.2721 10.9045 12.2637
Si 5.8463 13.0937 17.9644
Si 7.9078 4.7701 18.351
B 7.908 4.4035 15.5072
Si 7.2573 11.1616 9.861
Si 5.3548 4.1331 19.9189
Si 0.7471 1.4106 15.0576
Si 7.5388 7.4312 20.0036
Si 7.7174 2.6591 11.7753
O 3.5568 6.1282 9.9772
O 1.8923 2.573 15.0264
O -0.2658 13.0212 10.1755
O 8.4368 8.7541 19.7846
O 2.3367 1.3088 19.5781
O 8.0644 4.923 16.7585
O 2.6788 11.9688 19.7058
O 7.377 8.7201 14.9263
O 1.2299 0.0938 14.2088
O 4.322 3.5463 14.2058
O 4.1846 3.4678 10.6822
O 10.8798 1.9361 14.5401
O 11.4798 4.865 11.0146
O 10.8406 12.1372 16.0477
O 1.7883 3.3751 9.9713
O 8.4955 5.9662 9.3383
O 11.1565 2.2698 19.5445
O 5.5808 7.5145 11.029
O 11.4124 7.563 18.7537
O 7.9844 8.335 10.2004
O 10.2371 7.1939 11.0312
O 9.002 3.8545 14.863
O 8.7041 11.3763 20.3924
O 10.5409 10.7102 11.2277
O 8.3214 12.3815 15.9101
O 4.3617 2.8432 19.924
O 4.5413 0.2492 18.7334
O 10.468 10.0641 18.903
O 6.6029 0.79 16.9845
O 0.6398 6.7687 12.857
O 1.1492 7.151 10.3309
O 3.2883 6.8954 12.5059
O 3.9358 9.5564 19.7643
O 6.6587 4.4979 14.9526
O 0.6546 0.914 16.6072
O 1.5414 11.7318 17.0779
O 5.3098 8.2593 13.3988
O 2.9634 12.4265 12.6426
O 6.4539 3.0301 12.7415
O 2.846 9.3198 16.5894
O 6.0006 7.903 19.7337
O 1.9573 6.3851 19.7299
O 1.4378 9.655 19.11
O 9.3004 10.0349 15.3053
O 3.1861 8.9147 10.2264
O 8.6697 9.5598 13.0391
O 2.3908 7.365 14.9554
O 9.1012 3.7993 18.8721
O 4.935 7.9483 15.9466
O 7.3353 1.4596 10.7441
O 7.989 6.2801 18.9554
O 5.972 5.0976 9.7129
O 6.926 -0.7946 19.0488
O 11.0568 2.3077 10.0644
O 9.0408 2.2854 12.6542
O 9.6401 11.9379 13.525
O 6.5194 4.0286 18.7954
O 6.0883 10.0252 10.0808
O 1.3377 10.7906 10.3017
O 5.3109 10.4181 14.8065
O 1.6717 10.8362 14.6272
O 11.427 13.0484 18.66
O 5.3995 11.8545 16.9942
O 8.0946 11.4151 11.244
O 11.2986 4.9898 19.6055
O 8.2146 1.4086 14.9606
O 2.4374 4.0383 18.6144
O 3.7316 11.7272 10.3385
O 9.2143 0.514 19.711
O 2.4044 2.7592 12.5104
O 3.6108 12.5074 15.1494
O 8.1021 3.9623 10.8882
O 5.0932 0.3183 11.3012
O 4.4464 5.4514 19.5181
O 6.1361 13.0006 14.6722
O 3.1498 6.5686 17.3928
O 2.7556 0.9629 10.6888
O 0.2924 9.4071 16.7457
O 5.5344 5.5702 12.839
O 2.1123 4.9618 13.9926
O 6.612 12.5877 9.4737

Results
free energy: -164916.368 eV
free energy less fixed offsets of B -154.04, O -568.88, Si -635.61 eV per atom: -0.238 eV

Forces (eV/angstrom), in the order of the atoms: element, x, y, z
Si 0.0109 -0.0221 0.0105
Si -0.031 -0.0135 0.0037
Si 0.0199 -0.0454 -0.0254
Si -0.0767 0.0439 -0.0082
Si -0.0019 -0.0131 0.0064
Si 0.0488 0.0248 -0.0023
Si 0.0088 0.0099 -0.0205
Si 0.0064 0.0047 0.0093
Si 0.0103 -0.0833 -0.0386
Si -0.0143 -0.0373 0.0109
Si 0.004 0.0097 -0.0119
Si -0.0218 0.0136 -0.0676
Si -0.0187 -0.0059 0.0319
Si 0.0213 0.0066 -0.0155
Si -0.027 0.011 0.0066
Si 0.0115 -0.0114 0.0113
Si -0.0307 -0.008 -0.0172
Si 0.012 -0.0181 0.0033
Si 0.0167 -0.014 0.01
Si 0.0045 0.0058 -0.0132
Si 0.0002 0.033 -0.0142
Si -0.015 0.0081 -0.0084
Si 0.0177 0.0153 -0.0062
Si -0.0035 -0.001 0.0134
Si 0.0002 -0.0005 -0.0017
Si -0.0053 0.0018 0.0005
Si 0.0034 -0.0047 -0.001
Si 0.0062 0.006 -0.0031
Si 0.0012 0.0078 -0.0013
Si 0.003 0.0051 -0.0014
Si -0.0089 0.0049 0.0077
Si -0.0003 -0.0013 0.0016
Si 0.003 -0.0126 0.0125
Si -0.0006 -0.011 0.003
Si 0.0021 0.0037 0.0026
Si -0.0043 0.0002 0.0036
Si -0.0063 0.0108 0.0021
Si -0.0014 -0.0008 -0.0039
Si 0.0004 0.0061 0.0082
Si 0.0018 0.0055 0.0085
Si -0.0059 0.0065 -0.0028
Si -0.0003 0.0152 0.0012
Si 0.0003 -0.0088 -0.0033
Si 0.0022 -0.0068 -0.0008
Si -0.0039 -0.0015 -0.0024
Si 0.0014 -0.0049 0.0008
Si -0.0008 -0.0037 0.0058
Si 0.0051 0.0043 -0.012
Si 0.0806 0.1563 -0.1287
Si 0.046 0.1197 -0.154
Si 0.073 0.0823 -0.2008
Si 0.1281 0.0666 -0.156
Si -0.0531 0.0352 -0.1695
Si 0.0915 0.0272 -0.0398
Si -0.0002 -0.1664 0.243
Si 0.1208 0.0273 0.3931
Si 0.0633 0.0069 0.1304
Si 0.0106 0.1401 -0.0664
Si -0.0894 0.2686 0.2327
Si 0.0403 0.1304 -0.0591
Si -0.0811 -0.1134 -0.1764
Si 0.0268 -0.1762 0.2895
Si -0.2038 -0.2059 0.042
Si 0.0832 -0.1149 -0.1337
Si -0.107 -0.0823 0.1872
Si -0.2036 0.0176 -0.0761
Si -0.078 0.0062 0.0272
Si -0.01 -0.1212 -0.1391
Si 0.012 -0.0158 0.0353
Si -0.0208 -0.0013 -0.0788
Si 0.1257 0.1245 0.0658
Si -0.0029 -0.1195 -0.0856
Si -0.0032 -0.0074 0.0046
Si 0.0063 -0.0117 -0.0234
Si -0.0031 -0.005 -0.0086
Si 0.0064 -0.0012 0.0067
Si -0.0045 -0.0055 0.0077
Si -0.0057 -0.0075 -0.0131
Si -0.0086 0.0134 -0.0017
Si 0.0048 0.0075 0.0186
Si -0.0038 0.0084 -0.0105
Si -0.0074 0.012 0.0009
Si -0.009 0.0006 -0.0133
Si 0.0092 0.0005 -0.0011
Si -0.0045 0.0048 0.0085
Si 0.0045 -0.0009 0.0167
Si 0.006 0.0053 -0.0019
Si 0.0095 -0.002 -0.0108
Si 0.0038 0.0039 -0.0112
Si 0.0051 -0.0037 0.0032
Si 0.0058 0.0023 -0.0026
Si 0.0117 -0.0012 -0.0025
Si -0.0022 -0.0083 -0.0074
Si -0.0027 -0.0082 0.003
Si -0.003 0.0007 0.014
Si 0.0009 -0.0027 0.0021
Si 0.0333 -0.03 0.0086
Si -0.0325 -0.0292 -0.0182
Si -0.0198 -0.0051 0.0077
Si 0.0026 -0.0058 0.0316
Si -0.0287 -0.0388 0.0031
Si -0.0335 -0.0023 -0.0179
Si -0.0026 -0.0106 -0.0118
Si -0.0212 -0.027 -0.0106
Si 0.0076 0.0379 0.0055
Si 0.001 0.005 0.0064
Si -0.0015 -0.0192 -0.002
Si -0.0195 -0.006 -0.0044
Si -0.0065 0.0234 -0.03
Si -0.0029 0.1046 -0.0958
Si 0.0061 -0.005 -0.0027
Si -0.0884 0.0771 -0.038
Si 0.0702 -0.0299 -0.0107
Si 0.028 0.0369 0.0556
Si -0.0021 0.0488 0.0013
Si 0.0301 -0.0109 0.028
Si 0.041 -0.0371 0.0214
Si -0.0004 0.0355 -0.0183
Si -0.0129 0.0272 -0.0147
Si 0.0057 -0.0007 -0.0392
O -0.0092 0.027 -0.0135
O 0.031 0.021 0
O -0.0349 0.0144 0.0667
O -0.0008 -0.0142 0.0093
O -0.0357 0.0138 -0.0754
O 0.0155 -0.043 0.107
O -0.0246 -0.0063 0.0315
O -0.015 -0.0253 0.0457
O 0.0397 -0.0456 0.0933
O -0.0013 -0.0194 -0.0008
O -0.037 0.0139 0.0429
O 0.0101 -0.0151 0.0229
O -0.0149 0.01 -0.0444
O -0.0189 0.004 -0.0742
O -0.0058 -0.0065 0.0183
O -0.0201 0.0175 -0.0585
O -0.0073 -0.0117 0.0022
O 0.0773 -0.0269 -0.037
O -0.0243 0.0174 -0.0123
O 0.0182 0.013 -0.0197
O 0.0039 0.0177 0.1222
O 0.0047 0.0203 0.0068
O -0.0058 -0.0059 0.0241
O -0.0005 -0.0149 0.049
Si -0.0457 0.0559 0.0083
Si -0.0212 -0.0638 0.0636
Si 0.0138 -0.0317 -0.0091
Si 0.0236 0.0172 0.0438
Si -0.0201 -0.0127 -0.0004
Si -0.0051 -0.0172 -0.0061
Si -0.0056 -0.0014 0.0451
Si -0.0094 -0.0273 0.0534
Si 0.0077 0.0038 0.0319
Si 0.019 -0.0019 0.027
Si -0.0133 0.0057 -0.0173
Si -0.057 -0.0833 0.0305
Si -0.0474 0.0436 0.0264
Si 0.052 0.0464 0.012
Si 0.003 0.0104 0.009
Si 0.0052 -0.0317 -0.0241
Si -0.0005 0.0403 0.0789
Si -0.0086 0.02 -0.0154
Si 0.0058 0.0053 0.0059
Si -0.002 0.0095 0.0303
Si 0.0277 -0.0283 -0.118
Si -0.0111 -0.0235 0.0255
Si 0.0417 0.0165 -0.0167
Si -0.0016 -0.0002 0.0181
Si -0.0348 -0.0555 -0.0472
Si -0.0526 -0.0174 0.0104
Si -0.0319 -0.0151 0.0922
Si -0.034 -0.0082 0.0062
Si -0.02 0.0008 0.01
Si -0.048 -0.0206 0.0032
Si -0.0075 -0.0187 -0.0364
Si -0.0559 -0.0061 -0.0131
B -0.0892 0.1005 -0.124
Si 0.02 0.0473 -0.0493
Si -0.0021 0.0043 0.0187
Si -0.0104 0.0111 -0.014
Si 0.0361 0.0306 -0.0194
Si 0.0374 0.0308 -0.0673
Si -0.0139 0.0163 -0.119
Si 0.0251 0.032 0.0261
Si 0.0027 -0.0089 0.1692
B -0.0753 -0.0431 0.1568
Si 0.091 -0.0003 -0.0072
Si 0.016 -0.0143 0.0617
Si -0.0017 0.0128 0.0009
Si 0.0003 0.0727 -0.0464
Si 0.0141 0.0092 -0.0349
O -0.0215 -0.0271 0.0202
O -0.0033 0.0075 -0.0009
O 0.0086 -0.0106 0.0156
O -0.0103 -0.0272 0.0115
O -0.0014 -0.0078 -0.0252
O -0.0031 -0.035 -0.1848
O 0.0074 0.0076 -0.0048
O 0.002 -0.0294 0.0821
O -0.0031 -0.0121 -0.0262
O 0.0261 0.0159 0.0055
O 0.0056 -0.0003 0.048
O 0.0129 0.0229 -0.0069
O -0.0038 -0.0082 -0.0251
O 0.0036 0.0355 -0.0425
O 0.0549 -0.0189 -0.0559
O 0.0292 0.01 0.0027
O 0.0034 0.0015 -0.0069
O -0.0289 0.0052 0.002
O 0.0202 0.0045 0.0194
O -0.0218 0.0026 0.0142
O 0.0326 0.0064 0.0404
O 0.1228 0.0133 -0.0768
O -0.0276 0.01 -0.0026
O 0.0201 -0.0141 0.0148
O 0.0218 0.0157 -0.0225
O 0.0078 -0.0041 -0.0146
O -0.0064 -0.0032 -0.011
O 0.0258 0.0016 -0.024
O 0.0165 -0.0088 0.0018
O 0.0065 -0.0234 0.0063
O 0.0002 -0.0137 0.001
O 0.004 0.0142 0.001
O -0.004 0.0126 -0.0041
O 0.0567 0.004 0.0306
O -0.0251 -0.0102 -0.0178
O 0.0091 0.0197 0.0045
O -0.0019 -0.0286 -0.0138
O 0.0013 -0.0054 0.0074
O 0.0088 -0.0025 -0.0154
O 0.0296 -0.0008 -0.0189
O -0.008 -0.0014 -0.0111
O 0.01 -0.0048 -0.0029
O 0.0083 0.0161 0.0007
O 0.0541 -0.0056 0.0539
O 0.0056 0.0055 0.0002
O 0.0662 -0.013 0.0486
O 0.0106 0.0043 -0.022
O -0.0561 0.0209 -0.0258
O 0.0047 -0.0122 -0.0233
O -0.0273 -0.0001 -0.0086
O -0.0236 -0.0234 0.0223
O -0.0675 -0.0183 0.01
O -0.0336 0.0028 -0.028
O 0.0187 0.0552 -0.005
O 0.0023 0.0019 -0.0071
O -0.0082 -0.035 -0.0001
O 0.0344 0.0063 -0.0391
O 0.0138 -0.0145 0.0242
O 0.0033 -0.0058 0.0073
O -0.0074 -0.0301 -0.0238
O 0.0183 0.0206 -0.0359
O -0.0025 -0.0071 -0.0357
O -0.0094 -0.0228 -0.0099
O 0.0012 -0.0517 0.0552
O 0.0042 -0.0089 0.0118
O 0.0321 0.0433 -0.0124
O -0.0126 -0.0221 0.0055
O 0.0002 0.0251 0.0241
O 0.0209 0.0009 -0.003
O 0.0052 -0.0051 -0.0248
O -0.0106 -0.0275 0.005
O 0.0131 -0.0381 0.0367
O 0.0076 0.0137 -0.0193
O -0.0072 -0.007 -0.0016
O -0.0147 -0.0151 -0.0171
O 0.0029 0.0216 -0.0273
O -0.0045 0.017 0.006
O 0.0174 0.0117 0.0025
O -0.0171 0.008 0.0218
O 0.0003 -0.037 0.0131
O -0.043 -0.0152 0.0005

The program warned: the cutoff lies below the one the program advises for these potential files; the forces do not sum to zero within the program's tolerance; the exchange-correlation potential is rough where the density is thin.
